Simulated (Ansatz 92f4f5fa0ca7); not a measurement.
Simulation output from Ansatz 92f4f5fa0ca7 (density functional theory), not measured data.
Periodic cell of 375 atoms, Si241O134, from a study of silicon, its oxide and their interface. The atomic structure is a simulated model.
Doubt: the cutoff is far below the 930 eV that the study's wrapper takes by default for these files, so forces and energies are approximate.

Settings: functional PBE; potential files Ansatz PAW; basis plane waves; wave-function cutoff 580 eV; density cutoff ratio 5; exchange-correlation grid ratio 1; k mesh 1 x 1 x 1, Gamma-centred; self-consistency stop 5e-08 eV per atom in the density residual; occupations fixed; spin none; net charge 0.

Cell vectors (angstrom)
a  11.6015  0  0
b  0  13.3963  0
c  0  0  42.2829

Atoms and the computed forces on them: element, x, y, z (angstrom), force x, y, z (eV/angstrom)
Si  0  2.2327  1.1851  -0.0371  0.034  0.0195
Si  3.8672  2.2327  1.1851  -0.0035  -0.0336  0.0012
Si  7.7343  2.2327  1.1851  -0.0009  0.0228  0.0021
Si  1.9336  5.5818  1.1851  -0.0085  0.0128  -0.0533
Si  5.8008  5.5818  1.1851  -0.004  -0.0233  0.0506
Si  9.6679  5.5818  1.1851  0.0112  0.0433  0.0137
Si  0  8.9308  1.1851  0.0146  0.0185  0.0146
Si  3.8672  8.9308  1.1851  -0.0124  0.0015  0.0236
Si  7.7343  8.9308  1.1851  -0.0027  0.0226  0.0275
Si  1.9336  12.2799  1.1851  0.0063  -0.0295  0.0055
Si  5.8008  12.2799  1.1851  -0.0068  -0.0402  -0.0242
Si  9.6679  12.2799  1.1851  -0.0018  0.0125  -0.0329
Si  1.9336  1.1164  1.9745  0.1107  0.0376  -0.0167
Si  5.8008  1.1164  1.9745  -0.0179  0.0178  -0.0081
Si  9.6679  1.1164  1.9745  -0.0103  -0.0773  -0.0004
Si  0  4.4654  1.9745  0.1303  -0.041  0.009
Si  3.8672  4.4654  1.9745  -0.0892  0.015  -0.0168
Si  7.7343  4.4654  1.9745  -0.0555  -0.0421  -0.0083
Si  1.9336  7.8145  1.9745  0.0348  -0.0888  -0.0021
Si  5.8008  7.8145  1.9745  -0.064  0.0383  -0.0273
Si  9.6679  7.8145  1.9745  0.039  -0.0816  -0.0093
Si  0  11.1635  1.9745  0.0128  0.0368  -0.0132
Si  3.8672  11.1635  1.9745  0.0552  0.0803  -0.0002
Si  7.7343  11.1635  1.9745  -0.0426  0.0222  -0.0011
Si  1.9336  1.1164  4.3426  0.2658  0.0985  0.1665
Si  5.8008  1.1164  4.3426  -0.0718  0.0233  0.1986
Si  9.6679  1.1164  4.3426  -0.053  -0.2482  -0.1229
Si  0  4.4654  4.3426  0.3393  -0.0675  -0.0532
Si  3.8672  4.4654  4.3426  -0.1436  -0.04  0.4548
Si  7.7343  4.4654  4.3426  -0.1587  -0.0792  -0.0495
Si  1.9336  7.8145  4.3426  0.0969  -0.1706  0.0506
Si  5.8008  7.8145  4.3426  -0.1826  0.0811  0.1529
Si  9.6679  7.8145  4.3426  0.1333  -0.1502  -0.2255
Si  0  11.1635  4.3426  0.0843  0.095  -0.4296
Si  3.8672  11.1635  4.3426  0.1259  0.1684  -0.0592
Si  7.7343  11.1635  4.3426  -0.1551  0.082  -0.1591
Si  0  0  37.9424  -0.0419  0.1508  0.1753
Si  3.8672  0  37.9424  0.2883  -0.0522  -0.358
Si  7.7343  0  37.9424  -0.2212  0.2295  0.158
Si  1.9336  3.3491  37.9424  -0.131  0.156  0.1639
Si  5.8008  3.3491  37.9424  -0.001  -0.1489  -0.2917
Si  9.6679  3.3491  37.9424  -0.0997  0.1666  -0.0585
Si  0  6.6981  37.9424  0.1948  -0.0804  -0.0032
Si  3.8672  6.6981  37.9424  -0.1178  0.037  -0.2003
Si  7.7343  6.6981  37.9424  -0.0973  -0.1475  0.2534
Si  1.9336  10.0472  37.9424  0.2111  -0.064  -0.4816
Si  5.8008  10.0472  37.9424  -0.2077  -0.0048  -0.147
Si  9.6679  10.0472  37.9424  0.0354  -0.0227  0.308
Si  0  0  40.3105  -0.0261  0.052  -0.003
Si  3.8672  0  40.3105  0.1251  -0.0499  0.0043
Si  7.7343  0  40.3105  -0.086  0.0807  -0.0202
Si  1.9336  3.3491  40.3105  -0.0749  0.0686  -0.0234
Si  5.8008  3.3491  40.3105  0.0094  -0.0782  0.0089
Si  9.6679  3.3491  40.3105  -0.077  0.0791  0.0135
Si  0  6.6981  40.3105  0.1156  -0.0164  0.0034
Si  3.8672  6.6981  40.3105  -0.0758  -0.0079  0.0043
Si  7.7343  6.6981  40.3105  -0.0527  -0.0377  0.0015
Si  1.9336  10.0472  40.3105  0.0675  -0.032  0.0344
Si  5.8008  10.0472  40.3105  -0.0628  0.0039  0.026
Si  9.6679  10.0472  40.3105  0.0159  0.0196  0.0052
Si  0  2.2327  41.0999  0.0391  -0.0308  0.0055
Si  3.8672  2.2327  41.0999  0.0006  0.0332  -0.0393
Si  7.7343  2.2327  41.0999  0.0094  -0.0268  0.0288
Si  1.9336  5.5818  41.0999  0.0022  -0.0108  0.055
Si  5.8008  5.5818  41.0999  0.0009  0.032  -0.0366
Si  9.6679  5.5818  41.0999  -0.0057  -0.0333  -0.0065
Si  0  8.9308  41.0999  -0.0238  -0.021  -0.019
Si  3.8672  8.9308  41.0999  0.0126  -0.003  -0.0086
Si  7.7343  8.9308  41.0999  0.0065  -0.0217  -0.0184
Si  1.9336  12.2799  41.0999  -0.01  0.0358  -0.065
Si  5.8008  12.2799  41.0999  0.0184  0.0343  0.0282
Si  9.6679  12.2799  41.0999  -0.0049  -0.0158  -0.0028
Si  -0.3877  -1.9898  31.1519  0.0264  0.3384  0.0413
Si  6.1403  -1.9322  27.0362  0.1214  0.0302  -0.1231
Si  4.8432  -1.443  29.6519  -0.1507  0.0105  0.0522
Si  1.7348  2.8824  30.7076  -0.2142  -0.2264  -0.2953
Si  5.307  3.6316  30.4803  -0.7376  0.3257  0.1075
Si  8.3077  3.1186  31.5459  -0.3533  -0.1316  -0.246
Si  0.345  6.645  30.4494  0.2627  0.0028  0.2007
Si  3.1304  9.5578  29.1331  0.0245  0.1826  -0.2646
Si  7.5498  7.8637  30.4831  0.0718  0.2309  0.1639
Si  0.3362  11.2208  29.0195  -0.2888  0.1541  0.3498
Si  7.1796  11.7055  31.7472  0.0436  -0.0263  -0.5874
Si  9.2771  5.3546  31.5357  -0.109  0.69  0.2717
Si  0.1666  1.6041  31.8091  -0.0304  -0.0124  0.217
Si  3.788  2.1061  31.4879  0.2288  -0.0411  0.0866
Si  9.722  1.4992  30.5944  0.3748  0.0006  -0.4199
Si  4.4307  7.7979  31.0419  0.1203  -0.5534  0.0323
Si  4.4019  5.5592  31.6759  0.206  -0.2229  -0.2923
Si  8.2854  9.5105  31.9316  -0.0502  -0.1449  0.2422
Si  -0.856  9.2915  31.9744  0.2225  -0.2184  -0.4289
Si  1.9655  5.1945  31.5082  0.3025  0.2182  0.2254
Si  7.5337  8.7147  27.5663  -0.0884  0.0396  -0.087
Si  1.3563  12.865  31.8418  0.0244  0.0027  -0.0331
Si  3.2607  13.4616  30.4487  -0.0842  -0.1303  -0.0595
Si  9.3071  12.7174  31.5854  -0.0685  0.2192  0.0784
Si  -0.0357  2.2083  34.0736  0.1337  -0.0888  0.0983
Si  3.8467  2.2002  33.9019  -0.0509  0.0275  -0.0697
Si  7.8106  2.3829  33.8274  -0.0463  -0.1192  0.1943
Si  1.8081  5.4998  33.9066  -0.0754  -0.2236  -0.0256
Si  5.5786  5.5993  33.8862  -0.1456  -0.05  -0.0421
Si  9.5658  5.6605  33.9564  0.1038  0.018  -0.3298
Si  -0.0969  9.0063  34.1307  0.1077  -0.0985  0.209
Si  3.8722  8.907  33.9657  0.2462  0.0194  -0.4407
Si  7.7359  8.9632  34.1379  -0.0973  -0.1242  0.0061
Si  1.9189  12.342  34.0634  0.0315  0.0278  -0.0832
Si  5.9718  12.2467  33.8223  -0.1269  -0.0503  0.0329
Si  9.6331  12.3787  34.0025  0.032  0.0713  0.056
Si  1.9398  1.141  34.863  -0.0153  0.1051  0.0662
Si  5.8596  1.1325  34.5904  0.1544  0.0291  -0.0968
Si  9.6088  1.1769  34.8442  0.0976  0.0466  -0.0603
Si  -0.1342  4.4808  34.7508  0.0617  -0.0462  0.0656
Si  3.7647  4.4308  34.7869  -0.1129  0.0061  0.137
Si  7.6253  4.5453  34.7303  -0.2036  0.0365  -0.1396
Si  1.8909  7.8067  34.655  -0.1469  -0.1599  0.0058
Si  5.752  7.7934  34.7927  0.1727  0.0067  0.1263
Si  9.6377  7.8304  34.9018  -0.0754  -0.1119  0.0923
Si  -0.0243  11.2393  34.8586  -0.0005  0.1528  -0.1767
Si  3.9298  11.1798  34.6117  -0.0345  0.1609  0.1051
Si  7.7605  11.1923  34.9044  0.1154  -0.0446  0.02
Si  1.9413  1.1252  37.2025  0.0373  0.041  -0.0373
Si  5.8112  1.1165  37.0514  0.0478  -0.0143  0.049
Si  9.6561  1.1232  37.1881  -0.0143  0.0151  -0.017
Si  -0.0122  4.4679  37.1316  -0.0465  -0.0733  0.0083
Si  3.8591  4.4574  37.1581  -0.0774  -0.0865  -0.0466
Si  7.7148  4.476  37.1226  -0.0498  0.0702  0.0238
Si  1.9272  7.8091  37.076  0.046  0.0114  0.1223
Si  5.8105  7.8031  37.1572  -0.0931  0.0227  0.0089
Si  9.6646  7.8025  37.225  -0.0226  -0.018  -0.0313
Si  -0.0062  11.1755  37.198  -0.04  0.0115  -0.0126
Si  3.8771  11.1741  37.0588  0.0139  -0.071  0.0544
Si  7.7393  11.1731  37.2241  0.0217  0.0376  0.0277
Si  0.0163  0.0014  5.0937  0.0455  0.0347  -0.0339
Si  3.88  -0.0029  5.1925  0.0097  -0.0087  -0.046
Si  7.7268  -0.0064  5.1419  -0.0045  0.0335  -0.0025
Si  1.93  3.3317  5.2321  -0.0733  -0.0329  -0.0524
Si  5.7914  3.3534  5.1709  -0.0238  0.0443  -0.0063
Si  9.6776  3.3413  5.053  0.0037  0.1112  -0.0853
Si  0.006  6.6879  5.1365  -0.07  -0.0761  -0.03
Si  3.872  6.6968  5.195  -0.0147  -0.0458  0.0155
Si  7.7307  6.7023  5.0847  0.0661  -0.0184  -0.03
Si  1.9348  10.0484  5.0658  -0.0155  -0.0016  0.0418
Si  5.7987  10.0575  5.1473  0.0106  0.051  0.0355
Si  9.6722  10.0476  5.0387  0.0283  -0.0217  0.1245
Si  0.0759  -0.0028  7.4308  -0.0801  -0.1704  0.0527
Si  3.9426  -0.038  7.6088  0.0148  -0.0227  0.1273
Si  7.7596  -0.0215  7.5157  0.1463  0.0578  0.1009
Si  1.9074  3.2572  7.6876  0.018  -0.0125  0.0083
Si  5.7853  3.3761  7.5679  0.0001  -0.0111  0.0928
Si  9.7174  3.3222  7.3609  -0.1801  -0.1314  0.0652
Si  0.0199  6.6186  7.5032  0.1076  0.0687  -0.0007
Si  3.8753  6.6813  7.6206  0.1193  0.0362  0.0993
Si  7.7657  6.7157  7.4195  -0.0601  0.1236  0.0652
Si  1.9608  10.0472  7.3915  0.0179  -0.0231  -0.0394
Si  5.8099  10.1025  7.5307  -0.0283  -0.0445  0.079
Si  9.7312  10.0004  7.3595  -0.084  0.0918  0.0087
Si  -0.1201  2.1293  8.3924  -0.077  0.0038  0.2333
Si  3.8964  2.1707  8.4811  0.0755  0.0538  0.0311
Si  7.7864  2.2688  8.1853  -0.1457  -0.0444  -0.07
Si  1.9284  5.5142  8.4034  -0.0299  -0.0418  -0.2014
Si  5.9094  5.6466  8.3817  -0.0948  -0.2011  0.0655
Si  9.6401  5.5189  8.1694  0.1489  0.0209  0.3401
Si  0.0633  8.8803  8.1429  0.0259  -0.037  0.1553
Si  3.8521  8.9776  8.2865  0.0851  0.0654  0.0231
Si  7.7716  8.9706  8.154  0.0201  0.0186  -0.065
Si  1.9709  12.2229  8.3039  -0.0013  0.0174  0.044
Si  5.8932  12.2753  8.5358  0.0105  0.0728  0.0348
Si  9.7648  12.2269  8.1133  -0.0813  0.0257  -0.0215
Si  -0.1441  1.6299  12.5774  -0.198  -0.085  -0.0841
Si  4.1267  2.0153  10.9131  -0.0963  0.1482  -0.081
Si  8.1615  2.4045  10.4924  0.3144  0.124  -0.1063
Si  1.9903  5.5203  10.7621  -0.3748  -0.1187  0.0077
Si  3.7361  4.2901  11.744  -0.0225  -0.2846  0.4837
Si  10.3613  1.4874  10.5462  0.002  -0.1185  -0.4123
Si  -0.3262  8.9713  10.4586  -0.0133  -0.202  -0.2633
Si  5.1145  9.6557  12.0282  -0.3436  -0.0216  0.0572
Si  8.2833  9.182  10.4221  0.4134  -0.3778  -0.1862
Si  2.1997  11.6802  10.636  0.152  -0.0095  -0.0639
Si  6.3647  12.342  11.0296  -0.3001  -0.4592  -0.0326
Si  10.1123  12.5498  10.396  0.1766  0.2154  -0.191
Si  2.779  0.2637  11.9216  -0.4711  -0.1728  0.5376
Si  6.3321  1.3062  11.5368  0.155  0.4122  0.4993
Si  11.2237  4.6972  12.7865  -0.0204  -0.2455  0.4719
Si  -2.9775  4.7289  11.0533  -0.022  -0.3444  0.1077
Si  6.4381  5.7951  10.7553  -0.1755  0.2082  -0.0594
Si  5.8328  2.4777  14.3854  0.0805  -0.1035  0.3168
Si  2.1316  7.7146  11.5195  -0.1333  0.5513  0.6329
Si  4.3547  5.0216  14.5316  -0.0193  0.0036  0.2007
Si  6.7658  7.983  11.6568  0.073  0.0079  0.387
Si  0.0521  11.0798  11.3216  0.0029  0.052  0.202
Si  3.3307  9.5237  10.5328  0.0104  0.0332  -0.0713
Si  8.4196  11.349  11.3616  0.1208  -0.203  0.4516
O  -0.0383  16.5376  13.1507  0.1098  0.278  0.0819
O  7.387  7.6083  13.164  -0.2181  -0.1274  -0.1883
O  4.6684  6.6184  14.3239  0.021  -0.0196  -0.0312
O  7.7167  4.3647  16.5475  -0.022  -0.0356  0.0062
O  -0.0166  5.4988  14.1741  -0.0003  0.0804  -0.3293
O  6.5595  2.0967  15.7831  -0.0478  0.0347  -0.0844
O  10.5857  0.8143  13.7137  0.1087  -0.0291  -0.0807
O  5.4946  11.278  12.0359  0.0117  0.2763  -0.3106
O  3.8015  4.809  16.0586  0.1055  -0.0103  -0.1581
O  -0.2159  -2.6708  12.9538  0.0474  0.0179  -0.1449
O  8.7531  11.0304  12.9938  -0.1728  0.073  -0.2379
O  4.6187  9.2526  13.5645  0.1824  -0.0085  -0.1688
O  3.2723  8.1268  29.9119  -0.0433  0.0545  -0.0108
O  -0.8997  10.5525  28.1572  0.1144  -0.0185  -0.1234
O  5.6067  10.937  25.5883  0.0149  0.0072  0.0171
O  10.6131  5.641  30.5655  -0.1917  -0.103  0.0797
O  6.5516  7.525  26.9664  0.0472  0.0945  0.0507
O  8.1248  8.1423  28.9725  0.0398  -0.0885  0.0511
O  -6.6158  3.6944  28.8594  0.0947  -0.0184  0.0284
O  1.46  2.1702  29.1373  0.0624  0.2164  0.1728
O  9.9213  1.7187  28.9216  -0.1099  -0.1432  0.5101
O  3.6281  9.4217  27.5801  0.0264  -0.0398  0.2411
O  -7.4341  -4.5895  32.3055  -0.1622  0.0899  0.3645
O  4.9745  -1.3312  28.0142  -0.0913  0.1057  0.1366
Si  9.3084  10.554  18.4594  0.036  0.0989  -0.2393
Si  3.8894  8.8345  19.6758  -0.0843  0.0583  -0.2933
Si  1.0593  0.7527  25.8484  0.042  -0.0512  -0.0492
Si  6.4982  14.4047  23.4928  0.0142  0.0383  0.1215
Si  5.7576  3.4324  27.4379  0.0077  -0.0565  -0.0112
Si  2.8297  9.0467  26.2113  -0.1206  0.0361  -0.2447
Si  -1.2344  9.6012  26.8596  0.0893  0.1428  -0.0538
Si  3.9251  16.6228  19.5269  -0.0456  -0.0178  -0.1965
Si  7.0978  7.3263  23.673  -0.0276  0.0129  0.0955
Si  10.1939  1.1846  15.2683  0.0246  -0.097  0.1851
Si  8.7747  5.6121  16.5288  0.0698  -0.0697  0.0477
Si  4.9301  3.397  22.365  0.024  0.003  0.0476
Si  10.7489  18.1696  26.0932  0.1155  -0.0738  -0.0376
Si  0.3934  4.9345  22.0442  -0.0162  -0.0426  0.0654
Si  3.7689  7.9779  14.1386  -0.0064  0.2113  -0.0075
Si  -1.008  11.9369  16.2801  0.0497  0.1474  0.0541
Si  4.057  4.4248  25.244  -0.1259  0.0591  0.1495
Si  8.3152  7.8626  18.5559  0.0147  -0.0263  -0.2452
Si  4.0412  11.9008  19.8671  -0.007  -0.0201  -0.2459
Si  8.9911  14.2302  21.7684  -0.0669  0.0153  -0.0607
Si  2.6251  4.9611  17.1724  -0.2115  0.089  -0.0628
Si  1.0108  7.4246  17.6926  -0.0713  0.0271  -0.1772
Si  11.284  9.3335  22.7723  0.0691  0.0183  0.0958
Si  1.3219  3.4206  24.4841  -0.0248  -0.0094  0.192
Si  1.0769  0.5115  16.5015  -0.2041  -0.1239  -0.1034
Si  6.1835  6.1077  26.2211  -0.0822  -0.0751  0.0097
Si  1.8815  0.6195  28.6061  0.0487  0.133  0.1487
Si  7.9134  16.1387  16.3833  0.1332  0.054  -0.0375
Si  -0.3334  15.7597  20.6037  -0.0367  -0.0123  -0.1672
Si  2.1415  0.8013  19.4777  -0.0872  -0.0392  -0.2397
Si  10.0157  -3.1148  13.7435  0.0807  0.1575  0.2514
Si  8.7172  15.6894  19.2729  -0.0493  -0.0195  -0.2692
Si  4.5461  11.6407  16.8144  -0.0664  -0.081  -0.0207
Si  7.0699  9.7587  16.7307  0.0389  0.071  0.1084
Si  5.9406  11.5781  22.2785  -0.092  -0.0143  0.0047
Si  3.6949  13.7915  14.8033  -0.0818  -0.0369  0.3251
Si  0.72  7.1135  27.3355  -0.0831  0.0057  -0.2738
Si  8.9167  11.1222  21.5868  0.0391  0.0116  -0.2381
Si  0.6277  11.0376  25.0102  0.0024  0.0552  0.0774
Si  10.05  2.0564  27.3236  -0.0648  0.0162  -0.2507
Si  7.2646  14.3606  26.513  -0.0207  -0.084  0.0525
Si  6.5791  17.6363  20.1204  0.0446  -0.0298  -0.134
Si  6.4444  7.2369  20.6513  0.1296  0.0565  -0.1077
Si  -1.4899  6.7214  23.8393  -0.0222  -0.0451  0.1039
Si  8.3093  8.0191  14.42  0.2178  0.0903  0.368
Si  2.93  9.2866  16.8939  -0.1455  0.14  0.0983
Si  1.1528  7.5521  20.6018  -0.0638  0.0026  -0.1992
Si  5.2567  9.762  24.5016  -0.0989  -0.0992  0.1391
Si  0.0088  5.4114  15.8009  -0.0885  0.0044  0.2894
O  -1.2017  1.6712  21.8188  0.0077  -0.0233  0.0673
O  8.8367  14.7429  26.4957  0.033  -0.0041  0.0798
O  1.2256  4.4983  16.4278  0.0402  0.0292  -0.0141
O  10.1958  4.8329  16.3514  0.0281  0.0027  -0.05
O  5.2625  15.2616  22.8472  -0.0146  0.015  -0.0508
O  9.7193  8.6676  13.8711  0.0052  0.0119  -0.2468
O  2.2541  0.7082  26.9904  -0.016  0.0483  0.0752
O  -0.1545  17.1847  25.0193  -0.0566  0.0222  -0.0146
O  1.4995  1.795  24.6467  0.0387  0.0155  -0.0108
O  -2.7844  9.137  26.6436  -0.0112  -0.0415  0.0211
O  6.5073  8.7178  24.3149  0.0493  0.0016  -0.0555
O  6.5599  2.0082  27.5831  0.0173  0.0518  -0.008
O  1.3708  13.9015  18.085  0.0899  0.0209  0.1473
O  7.0134  8.4496  17.7249  0.0139  -0.0065  0.023
O  4.6482  12.1659  18.3595  -0.0205  0.0546  0.1434
O  9.0925  11.0323  19.9763  -0.0321  0.0316  0.2483
O  1.8031  10.2753  25.8558  0.0505  -0.0154  0.0765
O  2.3734  6.5012  17.6461  0.0701  0.0334  0.0239
O  3.9825  8.8017  18.047  0.0485  -0.0717  0.094
O  10.353  15.7207  19.2423  0.0166  0.0121  0.1029
O  6.2259  12.8282  23.266  0.0088  -0.0114  -0.0185
O  6.3149  17.3718  21.7142  0.0171  -0.0037  0.0407
O  0.0788  6.9249  16.4512  0.0604  -0.0055  0.0072
O  5.515  16.8032  19.1804  0.0206  0.0346  0.0793
O  9.1064  2.3833  15.3187  0.0254  0.0408  -0.0063
O  10.1964  10.7373  15.2893  -0.0122  -0.1161  -0.1676
O  1.0736  1.5601  20.4453  -0.0338  0.0326  0.1297
O  8.087  17.1346  19.7502  -0.0573  0.0677  0.1262
O  4.6998  3.2675  26.2057  0.0028  -0.039  -0.0079
O  -0.825  10.5435  25.5889  -0.028  -0.0737  0.0029
O  11.4856  17.3483  20.8605  0.003  0.0238  0.0172
O  0.5263  12.4354  16.0463  0.0242  0.0162  -0.007
O  2.4457  4.2514  25.332  0.0216  -0.0045  -0.0281
O  6.5607  14.6707  25.0887  -0.0234  0.0321  -0.0833
O  8.5325  6.6774  15.3235  -0.0391  0.0826  -0.1851
O  3.4634  1.7092  19.2044  0.0383  0.0097  0.0613
O  4.5712  5.8646  25.886  0.1081  -0.0347  -0.0261
O  -0.0648  1.6196  16.1104  0.0274  0.0164  -0.0236
O  7.6027  9.2064  15.301  -0.0573  -0.0243  -0.1212
O  5.2247  12.1817  20.9475  0.0779  0.0019  0.0692
O  1.4099  8.9909  17.4247  0.0807  -0.1188  0.0091
O  9.2899  12.6507  22.0301  0.0301  0.0159  0.0607
O  4.4881  4.2631  23.674  0.0524  -0.0483  -0.1395
O  4.6525  -0.5462  15.7323  -0.0036  0.0527  -0.0762
O  4.358  1.8301  14.4539  -0.0709  0.0497  -0.1478
O  10.5343  11.4083  17.825  -0.0703  -0.0536  0.0234
O  6.3679  7.032  22.2565  -0.0419  -0.0385  -0.0272
O  11.1749  8.2077  27.0035  -0.0105  -0.0236  0.0447
O  0.8045  12.6643  25.1638  -0.0054  0.055  0.0717
O  0.2941  5.6159  26.8766  -0.002  0.0343  0.065
O  6.6628  4.7901  27.1005  0.0354  -0.0033  -0.0019
O  2.6861  7.94  20.2673  0.0334  -0.0376  0.1521
O  2.7134  12.8192  20.1293  0.017  -0.0246  0.092
O  8.7265  6.409  17.954  -0.0197  0.0639  0.0965
O  9.6049  13.2204  15.9795  0.0291  -0.0197  -0.0497
O  10.7098  5.6005  22.8114  -0.0107  -0.0146  -0.0379
O  3.9222  8.9376  24.9962  0.0475  -0.0012  -0.0027
O  2.3991  14.2208  15.6586  0.1058  0.0363  -0.104
O  3.1672  8.4231  15.5579  0.0387  -0.1271  -0.0481
O  3.0986  10.886  16.6238  0.0745  -0.0075  0.0096
O  6.8815  6.1183  24.748  0.0169  0.0143  0.001
O  0.4089  8.7327  21.4406  -0.0039  0.0521  0.0203
O  7.9625  14.8081  22.8894  0.0305  0.0065  -0.0053
O  8.0186  10.8642  17.4878  0.0176  -0.0657  0.0272
O  9.8964  5.9283  25.2775  -0.0071  0.0329  -0.0413
O  2.0444  7.6292  26.5013  -0.0325  0.0225  0.1377
O  7.9055  7.7893  20.1372  -0.1087  -0.0474  0.1556
O  11.0769  8.0661  23.827  -0.0132  -0.0292  -0.048
O  3.0042  4.1612  18.5438  0.0674  -0.0569  0.1232
O  12.2421  10.4876  23.4656  -0.0395  -0.0845  -0.1367
O  6.2683  5.8186  19.8585  -0.0241  -0.022  0.0367
O  5.6796  10.5309  16.47  -0.022  -0.0424  -0.0348
O  8.2873  14.4831  20.2969  0.0069  -0.0366  0.0702
O  9.878  10.0486  22.3419  -0.0447  0.0094  0.0119
O  3.7926  16.8779  21.1606  -0.0071  0.023  0.0978
O  3.5746  10.3672  20.0933  -0.0175  0.0177  0.12
O  9.5555  8.9287  18.4028  -0.0436  -0.0487  0.0811
O  -2.9134  7.3422  23.3719  0.0188  0.0117  -0.0586
O  7.3493  10.8196  21.9365  0.0044  -0.0006  0.0282
O  8.1857  15.3729  17.7832  0.0061  -0.0054  0.1578
O  1.359  3.9772  22.9601  -0.0225  0.0507  -0.1152
O  4.9842  10.5035  23.0711  0.0418  0.0651  -0.0972
O  0.3502  7.3009  19.1827  0.0217  0.0021  0.1634
O  9.9767  3.7094  27.0874  0.0213  -0.0425  0.1032
O  1.2549  6.1647  21.4389  0.0388  -0.0438  0.0405
O  5.2939  8.303  20.2603  0.0548  -0.0501  0.1011
O  -21.5746  10.1955  29.0882  0.0834  -0.1332  -0.1862
O  6.7637  10.1437  27.789  -0.0175  -0.0264  0.0323
O  0.5511  18.4827  11.5161  0.3329  0.1422  -0.3447
O  4.1567  10.503  29.9678  -0.0064  -0.0804  -0.0105
O  2.5307  21.0654  13.131  0.0067  -0.1082  -0.2858
O  14.9608  13.0717  13.3763  0.0525  0.073  -0.3334
O  5.9225  7.9732  30.3883  0.0728  0.1681  -0.1627
O  8.0605  6.3898  31.0079  0.1368  -0.4237  0.0061
O  -5.2713  -1.3757  30.3282  0.1877  -0.1288  0.3514
O  -2.0633  5.363  9.8382  0.0078  0.0672  -0.3671
O  -1.8533  -5.0323  10.6226  -0.3578  0.4156  -0.1059
O  12.1071  8.0368  11.5346  0.2518  -0.0997  -0.265
O  11.3741  1.3683  26.6536  -0.0676  0.0503  0.0108
O  5.2003  18.4312  11.5748  0.1035  0.0027  -0.1671
O  -10.8585  12.7614  28.5588  0.0704  -0.0177  -0.0918
O  9.6254  4.8437  12.394  -0.2415  0.0957  -0.2511
O  3.3157  4.4976  13.3646  0.0207  -0.1079  -0.4196
O  12.9431  0.9969  12.3482  0.2973  -0.1776  -0.2016
O  7.1501  12.7513  26.8448  -0.0155  0.0132  0.0302
O  5.6993  4.1092  14.3292  0.105  0.0307  -0.1602
O  0.9037  -6.4463  28.9417  -0.1198  -0.0157  0.0463
O  11.498  8.1107  31.0354  -0.3465  0.026  0.1465
O  6.8808  3.2527  30.6668  0.5743  -0.0396  0.253
O  -4.9708  15.2047  13.1295  -0.1381  -0.1165  -0.3962

Results
free energy: -229410.930 eV
free energy less fixed offsets of O -568.88, Si -635.61 eV per atom: 1.000 eV

The program warned: the cutoff lies below the one the program advises for these potential files; the forces do not sum to zero within the program's tolerance; the exchange-correlation potential is rough where the density is thin.
